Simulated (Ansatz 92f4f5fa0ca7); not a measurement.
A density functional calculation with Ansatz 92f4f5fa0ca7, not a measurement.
Periodic cell of 288 atoms, Si144O112H32, with a vacuum gap, from a study of silicon, its oxide and their interface. The atomic structure is a simulated model.

Settings
functional: r2SCAN
potential files: Ansatz PAW
basis: plane waves
wave-function cutoff: 800 eV
density cutoff ratio: 5
exchange-correlation grid ratio: 1
k mesh: 1 x 1 x 1, shifted by 0.5 0.5 0 of a step
self-consistency stop: 1e-11 eV per atom in the density residual
occupations: fixed
spin: none
net charge: 0
applied field: sawtooth along c, amplitude -0.015 V/angstrom in the program's sign convention, ramp centred at 0.9897 of c and 0.0206 of c wide, no dipole correction

Cell vectors (angstrom)
a, 10.887, 0, 0
b, 0, 10.887, 0
c, 0, 0, 48.6391

Atoms and the computed forces on them: element, x, y, z (angstrom), force x, y, z (eV/angstrom)
Si, -0.1876, -0.1696, 34.504, -0.0043, 0.0044, -0.0242
Si, 2.3238, 3.0481, 34.9993, 0.0104, -0.0033, -0.0197
Si, 0.14, 5.3008, 34.8811, -0.0075, 0.005, -0.0181
Si, 3.3293, 7.7788, 34.9594, -0.0046, 0.0088, -0.0206
Si, 5.7029, -0.2213, 35.1678, -0.0097, 0.0077, -0.0195
Si, 7.6704, 3.3118, 34.9244, 0.0115, -0.0004, -0.026
Si, 5.3802, 5.4585, 35.3146, -0.0031, 0.0007, -0.0149
Si, 7.7469, 8.3453, 35.1524, 0.0019, -0.0108, -0.0236
Si, 1.144, 1.3, 36.024, -0.0032, 0.0023, -0.0096
Si, 3.925, 4.0499, 36.4267, -0.0018, 0.0025, -0.0116
Si, 1.456, 6.8143, 36.1395, 0.0077, -0.0026, -0.0112
Si, 4.1525, 9.4481, 36.4141, 0.0095, 0.0015, -0.0088
Si, 6.8313, 1.4889, 36.2709, -0.0011, -0.0038, -0.0124
Si, 9.4149, 4.2218, 36.2431, 0.0004, 0.0018, -0.0125
Si, 6.7029, 6.8603, 36.5979, -0.0045, -0.0005, -0.0091
Si, 9.5356, 9.4726, 36.1665, -0.004, -0.0006, -0.0108
Si, -0.119, 2.7035, 37.5166, -0.0027, 0.0058, -0.002
Si, 2.6162, 0.0047, 37.4891, 0.0054, 0.005, 0.0076
Si, 0.0412, 8.1511, 37.5314, -0.0013, -0.0059, 0.0058
Si, 2.6521, 5.4926, 37.7144, 0.0128, 0.0098, 0.0071
Si, 5.3791, 2.6938, 37.6787, 0.0002, 0.007, 0.0111
Si, 8.2385, 0.0645, 37.5634, -0.0089, 0.008, 0.0096
Si, 5.3971, 8.2074, 37.9219, -0.0082, -0.0099, 0.0088
Si, 8.1761, 5.5057, 37.7571, -0.0006, -0.0031, 0.0125
Si, 1.2791, 4.0527, 38.9409, 0.0054, -0.0023, 0.0198
Si, 4.0059, 1.3118, 38.9542, 0.0134, 0.0001, 0.0135
Si, 1.3333, 9.5408, 38.9318, 0.0029, -0.0067, 0.0256
Si, 4.0108, 6.8006, 39.1288, 0, -0.0159, 0.0058
Si, 6.764, 4.0897, 39.0108, -0.0146, 0.0055, 0.0101
Si, 9.5221, 1.3789, 38.9942, 0.0087, 0.0087, 0.0182
Si, 6.8702, 9.616, 39.0197, -0.0044, -0.0065, 0.021
Si, 9.5824, 6.8557, 39.0133, -0.0027, 0.0007, 0.0133
Si, 0.0046, 0.0133, 40.3357, -0.0027, 0.0093, 0.1821
Si, 2.687, 2.7154, 40.3123, -0.0127, 0.027, 0.1807
Si, -0.0137, 5.4301, 40.3499, 0.005, 0.0022, 0.1793
Si, 2.6605, 8.2054, 40.3808, -0.0047, 0.0101, 0.1819
Si, 5.4275, 0.0168, 40.3439, -0.0421, 0.0489, 0.1737
Si, 8.1385, 2.722, 40.3408, -0.0066, 0.0061, 0.1727
Si, 5.4281, 5.4399, 40.4047, 0.0048, 0.0056, 0.1709
Si, 8.2043, 8.2208, 40.3628, 0.0219, -0.0418, 0.1901
Si, 1.3666, 1.3605, 41.7078, -0.0123, 0.0192, 0.208
Si, 4.0611, 4.0559, 41.7145, -0.0016, 0.059, 0.2372
Si, 1.3409, 6.7977, 41.7113, -0.0775, 0.0407, 0.37
Si, 4.0904, 9.5228, 41.7038, -0.1098, 0.0565, 0.3269
Si, 6.7864, 1.3784, 41.7025, -0.1136, 0.0662, 0.3334
Si, 9.5069, 4.0762, 41.6956, -0.0561, 0.1032, 0.3176
Si, 6.8196, 6.833, 41.7051, -0.0171, -0.0459, 0.2259
Si, 9.5458, 9.5588, 41.7319, 0.0191, 0.009, 0.325
Si, 0.0112, 2.7441, 6.927, 0.0229, 0.0129, -0.2164
Si, 2.7508, 0.0014, 6.9218, 0.0221, -0.1401, -0.3376
Si, -0.0007, 8.1588, 6.9322, 0.1015, -0.0095, -0.41
Si, 2.7116, 5.4404, 6.9278, -0.0049, -0.0192, -0.2959
Si, 5.4514, 2.7198, 6.9401, 0.1165, -0.0713, -0.3342
Si, 8.175, 0.0469, 6.933, 0.0315, -0.0098, -0.2646
Si, 5.4358, 8.163, 6.9456, 0.0011, 0.0188, -0.195
Si, 8.1706, 5.4459, 6.9124, 0.059, -0.0763, -0.3798
Si, 1.3627, 4.1016, 8.316, 0.0143, -0.0191, -0.1805
Si, 4.0978, 1.3617, 8.2904, -0.0047, 0.0158, -0.1798
Si, 1.3979, 9.5013, 8.2579, -0.0163, 0.0244, -0.1777
Si, 4.0722, 6.7675, 8.3038, -0.0066, 0.037, -0.1812
Si, 6.8236, 4.0916, 8.2786, 0.0312, -0.0364, -0.1786
Si, 9.5596, 1.4009, 8.3054, 0.0126, -0.0303, -0.1735
Si, 6.811, 9.5585, 8.2579, -0.0026, -0.0117, -0.1755
Si, 9.5573, 6.7617, 8.2721, 0.0201, -0.0237, -0.1906
Si, 0.0931, 0.0193, 9.5973, 0.0081, 0.0029, -0.0136
Si, 2.7548, 2.7412, 9.6407, -0.0145, -0.006, -0.0117
Si, 0.0211, 5.4509, 9.7245, -0.0044, 0.0049, -0.0252
Si, 2.6789, 8.1061, 9.6609, -0.0063, 0.0019, -0.0222
Si, 5.4551, 0.0117, 9.6507, 0.0136, 0.0001, -0.0171
Si, 8.233, 2.8076, 9.6681, -0.0037, 0.0061, -0.0187
Si, 5.4334, 5.3868, 9.6495, -0.0038, -0.0005, -0.0218
Si, 8.1874, 8.1513, 9.5266, 0.0046, 0.0274, -0.0053
Si, 1.4615, 1.3636, 11.0053, -0.0016, -0.0067, -0.0051
Si, 4.0967, 4.0276, 11.0831, 0.0101, -0.0104, -0.0062
Si, 1.3552, 6.7802, 11.1557, -0.0006, 0.0127, -0.0057
Si, 4.0545, 9.4768, 10.9339, -0.0047, 0.0089, -0.013
Si, 6.8518, 1.4342, 10.9388, 0.0028, -0.0034, -0.0129
Si, 9.5858, 4.1287, 11.1505, -0.003, -0.009, -0.0068
Si, 6.8188, 6.8122, 10.8604, 0.0073, 0.0023, -0.0093
Si, 9.6232, 9.4643, 10.8157, -0.0064, 0.001, -0.0098
Si, 0.1361, 2.6792, 12.4476, 0.0032, -0.0003, 0.0155
Si, 2.8371, -0.0213, 12.3641, 0.001, 0.0033, 0.0174
Si, -0.0376, 8.2476, 12.4338, -0.0061, 0.0045, 0.0152
Si, 2.7699, 5.3961, 12.5146, -0.0015, -0.0026, 0.0126
Si, 5.5204, 2.6797, 12.4532, 0.0018, 0.0043, 0.015
Si, 8.2723, -0.033, 12.0438, -0.0007, -0.0071, 0.0125
Si, 5.4289, 8.105, 12.2135, 0.0055, 0.0015, 0.0099
Si, 8.1529, 5.6294, 12.3582, -0.0056, 0.0032, 0.0159
Si, 1.4991, 3.9686, 13.9351, -0.0081, 0.0045, -0.0456
Si, 4.6029, 0.8499, 13.7178, -0.0005, -0.0035, -0.0361
Si, 1.1882, 9.8445, 13.6942, -0.0044, 0.001, -0.0281
Si, 4.372, 6.638, 13.7287, 0.0012, -0.0066, -0.0329
Si, 6.5902, 4.4513, 13.6089, 0.0002, -0.0002, -0.0288
Si, 9.7605, 1.009, 13.484, 0.003, 0.0006, -0.0262
Si, 6.8426, 9.5557, 13.3117, 0.0086, 0.0045, -0.0129
Si, 9.0316, 7.3941, 13.73, 0.0011, 0.0021, -0.0346
Si, -1.2005, 4.3105, 21.4661, -0.0065, -0.0059, -0.054
Si, -0.4171, 20.2058, 20.0236, 0.0102, -0.0014, -0.0418
Si, 0.0403, 26.4158, 24.2389, -0.0016, -0.0035, -0.056
Si, -7.6347, 15.4987, 20.5299, -0.0064, -0.004, -0.0372
Si, 3.4078, 2.4559, 16.1075, -0.0013, -0.0035, -0.0626
Si, 8.8173, 0.7209, 20.1029, 0.0029, 0.0065, -0.0464
Si, 9.045, 6.6457, 32.8125, -0.0057, 0.003, -0.074
Si, 7.7006, -5.0716, 28.0164, 0.0099, -0.0014, -0.0593
Si, -8.545, 11.6766, 23.6602, -0.0059, 0.0062, -0.0639
Si, -2.576, 8.5607, 23.972, -0.0069, 0.0005, -0.0568
Si, -15.5389, -19.7701, 31.0854, 0.0008, 0.0024, -0.0674
Si, 0.7418, 13.3893, 28.3012, 0.0053, 0.0099, -0.059
Si, -12.5979, 25.3303, 26.5773, 0.0026, -0.0034, -0.0634
Si, 2.2383, -12.0906, 32.6577, 0.0091, -0.0021, -0.0755
Si, -15.9046, 2.4215, 17.5102, -0.0011, -0.0002, -0.0496
Si, -6.8245, -8.7923, 21.5814, -0.0055, 0.0008, -0.0546
Si, 0.0211, 27.8113, 15.6291, -0.0024, 0.0059, -0.0524
Si, 1.0447, -7.7878, 19.5922, -0.0041, 0, -0.0502
Si, -5.7728, 0.312, 28.7109, -0.0099, -0.0014, -0.0603
Si, -8.9525, 17.8464, 24.0127, 0.0022, 0.0004, -0.0515
Si, -5.8691, -4.6024, 29.3406, -0.001, -0.0066, -0.0637
Si, 8.653, 1.4786, 32.6626, -0.0041, -0.0019, -0.0773
Si, -0.8835, 22.4871, 30.1589, 0.0082, -0.0015, -0.0633
Si, 24.6469, 0.8925, 26.6408, -0.0059, -0.0071, -0.0634
Si, 14.8515, 12.2329, 32.9927, 0.0053, 0.0066, -0.057
Si, -7.9785, -6.4982, 24.8825, 0.0053, 0.0013, -0.0578
Si, -21.3076, 22.6196, 21.4271, -0.0049, -0.0033, -0.05
Si, 5.6599, -4.8843, 21.4023, -0.0028, 0.0007, -0.0326
Si, 13.7534, 9.4067, 25.2172, 0.0003, -0.0059, -0.0509
Si, 5.5462, 14.5541, 23.4181, 0.0014, 0.0078, -0.0474
Si, -8.4077, 15.8188, 28.0184, -0.0008, -0.0091, -0.0624
Si, 3.0794, 7.3625, 21.3756, 0.0031, 0.0034, -0.0555
Si, 7.2584, 5.02, 30.8237, -0.0066, 0.0107, -0.0676
Si, 16.8176, -11.6737, 24.5936, 0.0046, 0.003, -0.0439
Si, 3.2627, 8.8902, 29.8142, 0.0115, -0.0027, -0.0696
Si, 8.1852, 24.4192, 15.5773, -0.0007, 0.0011, -0.0566
Si, -8.5608, 8.9679, 18.7818, 0.0085, -0.0011, -0.0625
Si, 0.9046, -3.2503, 28.3451, 0.0023, -0.0078, -0.0557
Si, 7.8966, 3.3538, 19.364, -0.007, 0.0031, -0.0489
Si, -18.0869, 0.9747, 18.5914, -0.0003, 0.0009, -0.059
Si, 18.2794, 1.8486, 24.8252, -0.0087, 0.0003, -0.0507
Si, 20.2715, -2.656, 26.691, 0, -0.0021, -0.0342
Si, 18.879, 20.954, 28.5807, -0.0023, -0.0061, -0.0586
Si, -2.3572, 7.0776, 21.3429, 0.0067, -0.0029, -0.048
Si, -1.13, -2.2866, 30.4343, -0.0002, 0.0032, -0.0656
Si, -3.3237, 0.0812, 22.5629, 0.0048, 0.0037, -0.0676
Si, -0.8476, 4.0166, 17.5305, -0.0003, 0.0096, -0.058
Si, 24.2705, 18.9038, 15.808, -0.0053, 0.0004, -0.0579
O, -2.7871, 5.5464, 32.0943, 0.017, 0.0119, 0.0402
O, 1.4396, 3.8178, 24.4353, 0.0049, -0.001, 0.0182
O, 2.1197, 10.1218, 23.9795, 0.0051, -0.01, 0.0216
O, 4.0443, -0.6041, 29.5206, -0.0069, -0.0063, 0.0281
O, -8.1207, 8.2787, 17.3818, -0.002, 0.0083, 0.0496
O, -6.4891, 6.5731, 34.5232, 0.0008, 0.0018, 0.0211
O, 8.1483, 7.3922, 33.9088, -0.0099, 0.0182, 0.0404
O, 4.3964, 7.7202, 29.7709, -0.0027, 0.0067, 0.0233
O, 2.2479, -2.9561, 25.2748, 0.0013, 0.0048, 0.0223
O, 13.7676, 1.4157, 25.0765, 0.0049, -0.0037, 0.043
O, 7.9846, 12.2908, 23.3862, -0.0023, 0.0052, 0.0276
O, 2.9099, 0.2524, 32.4568, 0.0007, 0.0065, 0.0246
O, 2.9979, 8.6176, 33.6024, 0.0103, -0.0189, 0.0466
O, 8.7242, 11.4161, 29.1508, 0.0099, 0.0083, 0.0348
O, 10.3199, 5.9308, 33.531, 0.0188, -0.0104, 0.0368
O, -1.2886, 6.8638, 15.1756, 0.0092, -0.0071, 0.0216
O, -5.0954, 16.5954, 30.6499, 0.0104, -0.0071, 0.0273
O, -1.3559, -3.075, 31.8092, -0.0062, -0.0189, 0.0453
O, 0.4511, 10.1185, 21.1743, 0.0031, 0.0054, 0.0264
O, 1.9486, 9.3494, 15.0657, 0.0057, -0.0137, 0.0309
O, 1.3423, 17.8085, 15.6602, 0.0015, -0.0022, 0.0251
O, 7.4442, 3.8786, 14.8657, 0.0076, -0.0089, 0.0249
O, -14.723, 6.6019, 20.7838, 0.0004, 0.0005, 0.0055
O, 9.5182, 3.2105, 16.2552, 0.0111, 0.0079, 0.0278
O, -8.0982, 12.707, 17.4911, 0.0002, -0.0078, 0.0367
O, 8.6764, 1.4738, 14.6074, -0.0101, 0.0106, 0.0304
O, 17.2644, 3.3188, 18.7922, 0.0082, 0.0054, 0.026
O, 3.1786, 25.2404, 21.6801, 0.003, -0.0038, 0.0173
O, 8.2241, 18.2466, 22.9078, 0.0017, 0.0073, 0.0377
O, 5.7921, 10.6244, 14.0654, -0.0051, 0.0025, 0.0191
O, 0.2373, 3.0402, 18.2103, 0.0113, -0.0066, 0.0316
O, -2.2971, -3.9166, 27.3269, -0.0062, -0.0094, 0.0317
O, -3.3502, 11.1123, 20.9588, -0.0095, -0.0086, 0.0219
O, 0.0128, 10.9079, 14.1547, 0.0018, 0.0003, 0.0112
O, 5.4917, 2.5513, 22.2108, 0.0038, 0.005, 0.03
O, 5.1865, 1.0063, 17.9471, -0.0055, -0.0059, 0.0236
O, -6.2357, 28.9982, 21.7746, -0.0004, -0.0005, 0.0197
O, -8.4391, 16.8069, 20.9864, -0.0017, 0.005, 0.0195
O, -1.0666, 12.2075, 21.2417, 0.0044, -0.0012, 0.0179
O, 17.3619, -6.4663, 34.558, -0.0029, 0.0035, 0.0182
O, 4.7479, 3.248, 16.6395, 0.0069, -0.0035, 0.0196
O, 2.9977, 19.1979, 20.0898, 0.0038, -0.0143, 0.0361
O, -6.078, 5.0801, 20.3244, 0.0047, 0.0053, 0.013
O, 0.2771, 4.862, 14.5513, -0.0049, 0.0117, 0.0184
O, 4.277, 1.0199, 27.4809, 0.0175, -0.0056, 0.0323
O, -5.4133, 5.5093, 14.2049, -0.0013, 0.0028, 0.0028
O, -4.7496, -15.4743, 28.1318, -0.0045, 0.0013, 0.0265
O, 4.8361, 2.1043, 31.8773, -0.0197, -0.0073, 0.0372
O, 4.4765, -12.2042, 25.0088, -0.0053, -0.0027, 0.018
O, -2.2349, -1.0237, 23.0674, 0, -0.01, 0.0222
O, -1.3116, -5.0026, 21.2187, 0.0002, 0.0011, 0.0143
O, 8.2542, 3.682, 20.9267, 0.0069, 0.0035, 0.021
O, -7.964, 10.4657, 18.746, -0.0024, -0.0028, 0.0177
O, 0.4892, 17.0971, 24.0442, -0.0017, -0.0031, 0.0164
O, -19.3539, 14.8241, 19.3128, 0.0067, 0.0031, 0.0254
O, 6.4448, -10.2926, 25.3435, -0.0007, -0.001, 0.0227
O, 20.4393, -11.3371, 19.2821, -0.0011, -0.0008, 0.0299
O, 0.1049, 3.8674, 20.6458, -0.0083, 0.0049, 0.0204
O, -9.9083, 23.0415, 22.9053, 0.0116, 0.0004, 0.0347
O, 19.041, 5.449, 29.5346, -0.0026, -0.0076, 0.0524
O, -2.0954, 4.3807, 18.4954, -0.008, -0.0035, 0.0256
O, 2.1897, -3.0849, 22.6496, -0.0086, -0.0039, 0.0308
O, 7.2453, 1.0265, 31.9454, 0.0122, -0.0015, 0.0334
O, 17.6385, -1.3538, 34.5894, 0.0024, -0.0017, 0.0227
O, 5.9058, -5.7897, 22.7368, 0.0006, -0.0107, 0.0275
O, -26.0201, -7.6402, 24.5211, 0.0087, -0.0077, 0.0224
O, -13.8842, 8.5327, 14.129, 0.0021, -0.0058, 0.0072
O, -1.4868, 11.3402, 33.6866, 0.0204, -0.0141, 0.0437
O, 0.0518, 19.1025, 27.1103, 0.0114, -0.0008, 0.032
O, -7.0695, 7.4352, 15.0607, -0.0084, 0.0079, 0.0163
O, -11.0029, -3.2317, 29.6041, -0.0126, 0.0077, 0.0344
O, -8.5191, 3.3492, 15.2213, 0.0122, -0.0102, 0.0218
O, 4.9663, 0.5209, 33.9323, 0.0151, -0.0104, 0.0281
O, -0.1925, 16.306, 17.0983, -0.0047, -0.0113, 0.0318
O, -9.2615, 1.6693, 27.2531, -0.0124, 0.0064, 0.0226
O, 2.3821, 9.004, 31.1825, -0.0128, 0.0115, 0.0572
O, -15.6958, -0.4241, 23.0071, -0.0054, -0.0065, 0.0294
O, -11.7756, -6.3965, 25.5433, -0.0161, -0.009, 0.0364
O, 0.7045, -2.0877, 18.9678, -0.0115, 0.0014, 0.0216
O, 14.6854, 5.3298, 28.8621, 0.0157, 0.0089, 0.024
O, 36.1447, 11.8385, 22.5411, -0.0066, -0.0117, 0.02
O, -8.3532, 21.0846, 26.578, -0.0005, 0.0064, 0.0338
O, -20.4743, 23.3905, 20.2355, -0.0029, -0.0086, 0.0194
O, -6.853, 1.6038, 20.0548, 0.0032, 0.009, 0.0405
O, 22.1394, -9.435, 29.4651, -0.0128, -0.0152, 0.0372
O, 8.5385, 13.1055, 25.9029, 0.0122, 0.0078, 0.0322
O, -2.5541, 2.8228, 33.503, -0.0102, 0.015, 0.0474
O, 20.301, 8.2116, 25.0798, 0.0104, -0.002, 0.0602
O, -3.752, 2.0188, 16.6119, -0.013, -0.0017, 0.0342
O, 1.7081, -7.1715, 28.7715, -0.001, -0.0022, 0.0182
O, 20.5533, 1.6737, 31.4189, -0.0127, 0.008, 0.046
O, -13.3396, 1.8561, 19.0605, 0.0043, -0.0124, 0.0185
O, -1.5261, 8.2714, 20.5973, -0.0101, -0.0092, 0.0184
O, -14.833, 8.843, 24.8092, -0.0019, -0.002, 0.0199
O, 2.918, -6.3895, 26.5073, -0.005, 0.0082, 0.0512
O, 12.3097, -4.7322, 27.9767, -0.0013, 0.0071, 0.0253
O, 8.686, -12.1655, 27.1926, -0.0076, 0.0101, 0.0345
O, 17.2934, 21.1673, 28.2951, 0.0027, 0.0032, 0.0144
O, 8.3289, 19.7645, 29.6692, 0.0099, -0.007, 0.0275
O, -0.6427, 35.732, 27.6924, 0.0131, -0.0066, 0.025
O, 25.9498, 14.4953, 24.2854, -0.0139, 0.0052, 0.0247
O, 10.4001, 10.0916, 30.6491, 0.0038, 0.0016, 0.0205
O, -6.9615, 1.2545, 15.147, -0.0081, 0.012, 0.0295
O, 3.155, 2.5293, 33.7082, -0.0137, 0.0155, 0.0295
O, 1.2196, -6.7514, 34.4335, 0.0013, -0.0004, 0.0171
O, -7.8172, 5.8283, 24.1636, -0.0012, -0.0079, 0.0157
O, -0.8688, 14.9529, 23.0272, 0.0125, 0.0038, 0.0333
O, 17.8804, 14.3107, 30.9132, 0.0002, -0.0083, 0.0202
O, 11.6737, -0.926, 33.3905, -0.0223, 0.0117, 0.0454
O, -5.092, 1.4524, 29.6314, 0.0103, 0.0161, 0.0443
O, 7.96, 4.4487, 27.1755, -0.0095, 0.0141, 0.0192
O, 23.9587, 8.5525, 28.6663, 0.0108, 0.0086, 0.0369
H, 0.5533, 2.1907, 42.6403, 0.2505, -0.3155, -0.2612
H, 2.1959, 0.5463, 42.6403, -0.2848, 0.2889, -0.2793
H, 3.2499, 4.8882, 42.647, 0.22, -0.3333, -0.2697
H, 4.8991, 3.2506, 42.647, -0.4281, 0.2162, -0.2646
H, 2.1667, 5.98, 42.6437, -0.2166, 0.3405, -0.2726
H, 0.5251, 7.6254, 42.6437, 0.1839, -0.4195, -0.2324
H, 3.2766, 10.3524, 42.6362, 0.354, -0.2429, -0.2321
H, 4.9078, 8.6966, 42.6362, -0.3455, 0.2779, -0.281
H, 5.9666, 2.2022, 42.635, 0.3816, -0.294, -0.236
H, 7.6253, 0.574, 42.635, -0.3384, 0.1897, -0.2959
H, 10.3464, 3.2724, 42.628, -0.3023, 0.2493, -0.2826
H, 8.6954, 4.9081, 42.628, 0.264, -0.3443, -0.24
H, 7.6305, 6.0004, 42.6376, -0.2352, 0.3437, -0.266
H, 5.9817, 7.6383, 42.6376, 0.3692, -0.2649, -0.2605
H, 8.7253, 10.3819, 42.6643, 0.3077, -0.2481, -0.2607
H, 10.3495, 8.7193, 42.6643, -0.2259, 0.3567, -0.2567
H, 0.8245, 1.9139, 5.9946, -0.2229, 0.3057, 0.288
H, -0.8283, 3.5479, 5.9946, 0.3493, -0.2552, 0.2778
H, 3.5647, -0.8283, 5.9894, -0.2551, 0.4125, 0.2238
H, 1.9215, 0.8157, 5.9894, 0.2366, -0.2794, 0.2958
H, -0.8045, 8.9982, 5.9998, 0.1913, -0.3256, 0.2822
H, 0.8152, 7.3311, 5.9998, -0.2908, 0.3508, 0.2231
H, 3.5228, 4.6082, 5.9954, -0.3063, 0.2603, 0.2702
H, 1.8857, 6.2582, 5.9954, 0.3114, -0.293, 0.2762
H, 4.6134, 3.5251, 6.0077, 0.3171, -0.2245, 0.2975
H, 6.2712, 1.896, 6.0077, -0.3591, 0.3311, 0.2337
H, 8.9955, -0.7762, 6.0006, -0.2199, 0.295, 0.2831
H, 7.3361, 0.8512, 6.0006, 0.405, -0.2589, 0.2644
H, 4.6184, 8.9891, 6.0132, 0.2546, -0.3812, 0.2755
H, 6.2737, 7.3576, 6.0132, -0.3188, 0.25, 0.2925
H, 7.3597, 6.2785, 5.98, 0.3314, -0.2385, 0.2753
H, 8.9822, 4.614, 5.98, -0.3681, 0.2595, 0.2325

Results
free energy: -156488.749 eV
free energy less fixed offsets of H -15.71, O -570.45, Si -639.56 eV per atom: 1.011 eV

The program warned: the cutoff lies below the one the program advises for these potential files; the forces do not sum to zero within the program's tolerance; empty levels may hold ghost states of the PAW files; the exchange-correlation potential is rough where the density is thin.
